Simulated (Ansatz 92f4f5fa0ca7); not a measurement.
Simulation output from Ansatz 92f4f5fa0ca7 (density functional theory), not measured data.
Periodic cell of 140 atoms, Si84O56, from a study of silicon, its oxide and their interface. The atomic structure is a simulated model.

Settings: functional r2SCAN; potential files Ansatz norm-conserving; basis plane waves; wave-function cutoff 1300 eV; density cutoff ratio 4; exchange-correlation grid ratio 1; k mesh 2 x 2 x 1, shifted by 0.5 0.5 0.5 of a step; self-consistency stop 5e-08 eV per atom in the density residual; occupations Fermi-Dirac, 0.05 eV; spin none; net charge 0.

Cell vectors (angstrom)
a  10.88  0  0
b  0  10.88  0
c  0  0  20.3017

Atoms and the computed forces on them: element, x, y, z (angstrom), force x, y, z (eV/angstrom)
Si  0.2112  -0.0515  -0.1402  -0.2349  -1.9175  -1.8424
Si  2.4961  3.3264  -0.0196  -1.9268  0.5739  -2.8934
Si  0.0988  5.4955  0.125  -1.0206  0.7721  0.909
Si  2.5374  8.4357  0.078  -1.9906  2.1978  1.3118
Si  5.4496  -0.2102  0.0802  2.1314  -1.9337  -2.106
Si  8.2062  2.947  0.0921  -0.5676  0.0681  -0.4993
Si  5.9802  5.068  -0.0205  1.157  1.0975  -1.9965
Si  7.7449  8.3478  0.4586  3.2849  2.8253  -3.1896
Si  1.2946  1.5274  1.0981  0.3317  1.1638  0.8608
Si  4.0609  4.3355  1.2  2.0447  -1.1745  0.1492
Si  1.3779  6.9245  1.5251  -0.6892  -0.4539  -0.3006
Si  3.9652  9.7865  1.616  0.6339  -1.9498  -1.3354
Si  6.6894  1.6013  1.3047  0.828  -2.2323  -0.7111
Si  9.2949  4.4141  1.4924  2.0146  -0.5768  0.2563
Si  6.9051  6.7049  1.5864  -0.4396  -2.7768  -0.2459
Si  9.5549  9.8257  1.4893  -1.3478  -1.0775  -0.606
Si  -0.1017  2.8814  2.7067  -0.8663  -1.6457  -0.6387
Si  2.5425  0.2916  2.7028  -0.5502  -0.1949  -0.4924
Si  -0.1312  8.2933  2.8925  0.7928  0.3179  -0.6725
Si  2.5891  5.1084  2.6959  -0.1028  3.3614  0.8371
Si  5.4325  2.8923  2.6773  -0.3803  0.8767  0.0531
Si  7.9863  0.131  2.8037  0.6717  0.0165  -1.0171
Si  5.5178  8.0405  2.6694  -2.1182  1.2605  1.3841
Si  8.238  5.5822  3.1412  -0.5331  0.1581  -2.8053
Si  1.1918  3.9969  4.228  1.185  -0.0706  -0.6752
Si  3.9478  1.5272  3.9617  0.8508  0.7333  0.3171
Si  1.5659  9.5283  4.0475  -0.6343  -1.442  0.7664
Si  4.0471  6.6564  3.9941  -0.4946  -0.3441  -0.0803
Si  6.9619  4.1794  4.1466  -3.4797  -2.0368  0.9815
Si  9.5485  1.1917  4.0904  0.3036  1.3052  0.6958
Si  6.9147  9.4178  4.0826  -1.4735  0.1053  -0.2964
Si  9.3291  6.9838  4.3249  2.0968  1.8822  0.8782
Si  0.3007  -0.1627  5.51  -1.3391  1.1645  0.0068
Si  2.8406  2.8598  5.5251  -0.5906  0.4426  -0.1514
Si  -0.0775  5.5181  5.3697  0.526  -0.1461  0.7111
Si  2.7576  7.7975  5.577  0.3971  2.0208  -1.0661
Si  5.1058  -0.1883  5.0035  1.7015  -0.1485  2.1256
Si  8.0401  2.6292  5.4284  1.0865  -1.2909  -0.9397
Si  5.1889  5.2868  5.4733  1.2095  -0.1365  -0.8491
Si  8.0028  8.2508  5.7826  -0.1359  -0.93  -0.6466
Si  1.5601  1.4888  6.7659  -0.8149  -1.7905  0.6067
Si  3.9615  4.1954  7.1196  -0.0278  -0.209  0.0126
Si  1.4393  6.4923  6.9448  -0.2735  -0.0098  -0.1286
Si  4.1112  9.3661  6.8177  -1.0414  -0.2969  -0.718
Si  6.6619  1.1336  6.578  -0.9277  0.6694  -0.1004
Si  9.5192  3.9735  6.5045  0.1364  -0.6593  0.6218
Si  6.6486  6.4461  6.7682  -1.3519  3.1431  -0.2709
Si  9.6291  9.4563  6.9038  0.7293  -0.0669  -1.9496
Si  -0.0741  2.6216  7.9683  0.5304  0.6343  1.3133
Si  2.7348  -0.0676  8.1632  -0.2334  0.3355  -0.0835
Si  -0.0474  7.9042  7.9732  -0.5184  -0.6912  1.3031
Si  2.6862  5.4524  8.7584  -0.0671  -1.11  -0.2307
Si  5.3835  2.706  8.1591  0.6552  -0.8628  0.2669
Si  8.1555  -0.1394  7.8654  -1.644  -0.4544  1.6799
Si  5.1679  7.7218  8.2103  1.5133  0.6098  0.1064
Si  8.0745  5.1929  7.7475  2.6763  -0.9505  2.7019
Si  1.0575  4.0318  9.7349  -1.8816  0.1711  -0.3065
Si  4.5075  0.9653  9.4653  -1.0114  0.6137  0.974
Si  1.3345  9.1644  9.1993  3.096  0.8062  3.0858
Si  3.7505  7.1676  10.0922  -0.6414  0.0577  -0.9564
Si  7.172  3.7388  9.3477  1.028  -1.6003  0.0435
Si  9.2807  1.2515  9.2515  -0.7417  1.2084  -0.3426
Si  6.4952  9.3268  9.2603  0.6263  0.2246  1.0131
Si  9.7433  6.2412  9.2661  -0.74  -1.223  2.0728
Si  2.4162  -3.6567  15.3016  -3.8145  3.48  -3.1056
Si  -0.6332  7.1251  15.2747  -0.5697  2.3971  1.1871
Si  7.9147  5.6763  11.5827  1.2746  3.6951  0.08
Si  5.8321  1.2205  15.2285  -1.8148  1.4156  -0.0341
Si  6.023  -4.528  17.4662  1.6104  -0.8693  -0.615
Si  0.0482  -0.1857  11.5518  1.3893  -2.1616  1.2056
Si  1.6859  2.3664  12.5123  -0.5533  0.5418  -1.5977
Si  8.616  -6.2907  14.1144  0.5589  -0.1416  1.3671
Si  14.8305  10.9962  17.5002  0.2114  0.0352  -2.5485
Si  6.8725  8.3576  12.4773  -2.3698  2.1883  -0.9947
Si  -0.7094  1.8845  18.01  -0.0557  -2.0255  -2.0692
Si  4.1906  0.9182  12.5884  -0.3674  -3.1686  0.7991
Si  13.0594  2.7589  17.3724  1.307  0.1256  0.1819
Si  14.5243  -2.75  17.5091  -0.0776  1.4238  0.8774
Si  8.8818  1.5682  14.9923  -0.2452  -2.47  3.0957
Si  -1.7714  6.721  18.2318  -0.1036  2.3083  -0.1955
Si  3.8651  -2.1961  12.8128  1.0875  0.2093  3.7508
Si  9.344  -12.0826  13.6925  -3.0106  -1.0215  3.9129
Si  13.6029  15.1401  14.4873  -2.1546  -2.3932  1.4223
Si  5.6012  4.2563  15.1233  -0.5059  0.1057  -0.6839
O  -0.9856  7.2362  -3.4052  0.465  -0.1186  0.1632
O  3.4006  -3.0014  -1.1538  0.0389  0.677  -1.4004
O  1.1633  -1.403  -0.4026  1.8815  -0.6512  0.549
O  2.873  1.3123  -2.6084  0.014  -1.357  -0.6826
O  1.1045  4.2943  -0.0959  1.5369  -1.5771  0.0485
O  0.598  2.8155  -2.6999  -1.8585  -0.8366  0.5348
O  7.6781  6.2444  -2.7954  -0.19  0.027  0.1609
O  4.8735  -0.2676  -1.5531  0.0448  0.8882  2.5089
O  4.9429  0.393  -4.0634  0.5212  0.6736  0.9861
O  9.1188  2.4879  -1.1865  1.0734  -0.3148  -0.4229
O  9.5113  1.3607  -3.7474  -0.4265  2.2136  0.1501
O  5.6537  6.1712  -1.309  -0.4208  -2.9501  3.2289
O  7.0818  3.8196  -0.7226  -2.8783  2.8068  1.1535
O  6.6895  9.3922  -0.2688  -1.6904  1.3974  1.4449
O  8.681  7.8054  -0.8375  -0.2409  -1.2303  -1.1296
O  1.4964  2.8998  10.8373  1.0723  0.5258  1.8193
O  -0.1509  5.1802  10.2903  0.7629  -0.3416  -2.5239
O  4.2992  1.4611  11.0952  1.0445  -0.2735  -2.0211
O  5.1917  -3.1836  17.1746  -1.0094  0.824  -0.6608
O  2.6443  8.1731  9.556  -1.8037  1.2812  -1.5338
O  1.1934  9.6484  10.8509  -2.172  2.0326  -1.5367
O  3.5548  7.5284  11.6764  1.0748  0.1244  0.8204
O  8.9047  5.0144  12.617  0.6443  -0.8395  -0.0215
O  7.1268  6.7915  12.5401  0.5444  -1.7015  -0.9436
O  9.7328  -5.2833  14.916  -1.4548  -0.6019  -0.5925
O  8.1057  2.3492  9.6504  -0.0821  1.0487  0.2081
O  13.4654  3.3889  15.9493  -0.1439  0.6218  -1.3387
O  5.656  10.7312  9.442  0.1295  -0.4205  0.5422
O  6.5939  8.691  10.8082  0.5967  0.4231  1.0351
O  0.549  12.0852  12.3046  0.8095  -1.176  0.4807
O  8.705  6.6613  10.5065  0.0277  -0.2632  -0.0915
O  3.3255  -1.2482  16.8096  0.0846  -1.4833  3.0874
O  1.379  3.671  13.4496  2.7319  0.5672  1.2211
O  -1.554  8.3587  14.6625  0.6178  -0.5762  0.3347
O  5.4574  8.5572  13.3451  -0.2781  0.1894  -2.3557
O  10.4585  -1.4101  12.6864  3.0132  2.223  -4.8737
O  11.7548  -3.1645  14.8892  -1.6323  -1.9001  1.084
O  9.7798  0.3556  10.5244  0.5581  -0.3505  0.4624
O  15.1678  4.1504  14.1018  0.4727  0.9262  0.0838
O  2.4288  -5.0945  14.7867  0.4622  -3.5401  -1.1579
O  -0.1969  0.405  18.5635  0.1517  0.6875  2.4075
O  -0.5661  5.9001  19.0007  -0.9694  -0.4815  -0.4891
O  9.5526  0.301  14.2649  0.3864  -0.07  -0.6766
O  5.7307  -8.0666  15.6963  -0.2098  -2.9233  0.5465
O  14.0716  8.2375  14.3398  1.3512  0.4771  -2.0594
O  14.0024  1.8611  13.2583  -4.0453  1.7191  -1.1645
O  7.2288  4.5033  10.8105  -2.0863  -1.0766  -1.1393
O  3.4999  10.2779  12.479  0.755  -1.7172  -0.2664
O  -3.946  4.4828  14.2676  2.5581  1.3993  -0.3116
O  5.2164  0.7787  13.7948  1.014  0.7944  -1.0756
O  2.861  -7.3408  18.6125  0.3147  0.1606  2.0588
O  7.8448  -12.2968  13.1318  -0.573  0.0268  -1.414
O  13.3118  -3.625  16.8728  1.9056  -0.1191  1.1366
O  9.0749  -7.8551  14.3792  -0.005  0.6495  0.0146
O  5.4858  5.2602  16.3673  -0.0218  0.8632  0.3724
O  18.2321  0.9632  15.0567  2.3212  0.5476  0.3122

Results
free energy: -35867.827 eV
free energy less fixed offsets of O -463.61, Si -117.95 eV per atom: 2.133 eV
pressure: -2.00 GPa
stress xx, yy, zz, yz, xz, xy (GPa, positive in tension): 1.21, 1.64, 3.14, -1.42, 1.04, -0.12

The program warned: the forces do not sum to zero within the program's tolerance.
